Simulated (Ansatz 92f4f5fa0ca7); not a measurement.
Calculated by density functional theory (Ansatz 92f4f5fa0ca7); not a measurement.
Periodic cell of 158 atoms, Si90O68, from a study of silicon, its oxide and their interface. The atomic structure is a simulated model.

Settings
functional: r2SCAN
potential files: Ansatz norm-conserving
basis: plane waves
wave-function cutoff: 1300 eV
density cutoff ratio: 4
exchange-correlation grid ratio: 1
k mesh: 2 x 2 x 1, shifted by 0.5 0.5 0.5 of a step
self-consistency stop: 5e-08 eV per atom in the density residual
occupations: Fermi-Dirac, 0.05 eV
spin: none
net charge: 0

Cell vectors (angstrom)
a	10.88	0	0
b	0	10.88	0
c	0	0	22.7473

Atoms: element, x, y, z (angstrom)
Si	2.1393	-0.1322	-0.7001
Si	3.0424	2.2073	-0.6199
Si	-0.1372	5.6205	0.2839
Si	2.4072	8.5364	-0.2104
Si	5.2312	0.02	-0.3047
Si	7.9454	2.9545	-0.3808
Si	5.8889	5.0172	-0.7381
Si	6.6872	8.3737	-0.4984
Si	1.5353	1.8504	1.4925
Si	4.2653	4.747	1.4945
Si	1.1413	7.2609	1.4528
Si	4.0761	9.684	1.149
Si	7.3497	0.9817	0.5763
Si	8.8735	4.0468	1.2524
Si	6.4581	6.1912	1.1214
Si	11.2094	10.9709	2.1394
Si	-0.8203	2.3196	2.3511
Si	2.5598	-0.1426	2.6927
Si	0.1234	8.3908	2.9773
Si	2.748	5.7606	3.7252
Si	5.5802	2.6539	2.2613
Si	8.7601	-0.6885	2.188
Si	6.6652	9.1517	2.1302
Si	8.0128	5.3502	2.8725
Si	1.3154	4.0376	4.0386
Si	3.7556	1.7638	3.7936
Si	1.6618	9.7917	4.6261
Si	5.2746	7.0857	3.2118
Si	6.315	3.7547	4.2441
Si	9.672	1.1477	4.1357
Si	7.9463	10.4245	4.4816
Si	9.1096	6.8497	4.2351
Si	-0.1364	-0.111	5.9083
Si	2.0547	2.4946	5.7113
Si	-0.4067	5.3571	5.3311
Si	3.3225	7.8363	4.6284
Si	5.3758	0.1236	4.6398
Si	7.6726	2.3131	5.4231
Si	5.5252	5.7947	5.4051
Si	7.184	8.0619	4.5639
Si	1.4016	1.1832	7.5512
Si	3.6454	4.049	5.9161
Si	1.5507	7.5041	6.3972
Si	3.782	9.7428	5.9675
Si	6.2348	1.2758	6.7999
Si	9.2509	3.8637	6.7899
Si	6.3937	7.0064	7.2473
Si	9.5447	9.6308	7.6297
Si	-0.3475	2.4834	8.5724
Si	2.9605	-1.0007	7.962
Si	0.482	7.8807	9.1397
Si	3.2337	5.417	7.904
Si	4.7264	2.669	7.8767
Si	7.6968	0.0025	8.3469
Si	5.5706	8.5859	8.3299
Si	7.8824	5.4298	8.2825
Si	0.6178	4.3617	9.5904
Si	3.8148	0.8051	9.2596
Si	2.3341	8.9242	10.0827
Si	4.5505	6.777	9.3789
Si	6.6097	3.3176	9.1989
Si	8.3406	1.8735	9.7423
Si	6.1632	10.209	9.8624
Si	10.2601	6.2	10.3046
Si	-0.057	1.6373	15.6004
Si	1.7291	0.3558	11.6395
Si	-4.9376	6.3999	15.5196
Si	7.6984	6.0852	12.8849
Si	2.0891	4.2739	12.3276
Si	5.3789	4.7677	11.506
Si	7.4351	9.1617	12.4738
Si	4.7777	14.6596	16.8539
Si	7.2181	9.1575	15.4754
Si	0.7609	8.182	19.0873
Si	9.6112	1.3371	18.3454
Si	10.6933	6.2348	12.6752
Si	9.5056	11.7599	12.5101
Si	-7.4574	-2.3583	16.0168
Si	4.2684	10.1701	18.7311
Si	-1.3396	4.2778	19.6262
Si	10.1805	-2.2687	14.8145
Si	12.8013	3.8774	15.4688
Si	12.0848	6.6153	16.7663
Si	1.8254	10.6355	14.6239
Si	6.6916	0.981	17.6393
Si	1.3884	10.9775	19.2985
Si	4.1531	5.3132	19.4017
Si	1.4088	4.2849	20.7855
Si	3.4111	7.8121	20.1179
Si	9.0705	6.809	20.5147
O	1.101	-0.202	-1.923
O	0.1715	1.273	-3.5641
O	0.4263	3.1693	-6.9816
O	1.8329	2.7033	-1.5127
O	-1.078	6.091	-0.8812
O	1.0693	4.9802	-0.5029
O	3.9345	14.3501	-0.221
O	3.4965	7.2139	-1.0564
O	4.0348	0.7982	-1.1802
O	5.7726	0.0402	-4.1118
O	6.4313	3.3658	-1.0984
O	8.6919	3.4642	-1.9732
O	2.8765	4.7128	-2.827
O	5.3336	5.3072	-2.1761
O	6.1429	9.8279	-1.1995
O	7.9932	7.7152	-1.3875
O	8.718	10.2111	12.4036
O	1.2507	3.5415	11.0792
O	1.8357	-1.2457	11.4136
O	2.4767	1.1385	10.4537
O	3.4096	7.7641	10.1436
O	1.3182	16.4168	12.8325
O	7.9556	7.5548	12.4338
O	5.6938	6.062	10.6122
O	10.3903	9.4424	9.123
O	8.866	5.8122	9.5372
O	8.546	1.8638	11.5329
O	7.1398	-0.2014	16.4548
O	7.2069	17.4514	14.3495
O	5.3913	11.7138	10.0256
O	5.6253	4.8784	15.9102
O	5.5597	3.4305	10.5437
O	1.3798	0.8175	15.6354
O	2.2212	0.5416	13.1838
O	2.0302	3.186	13.8688
O	-6.4035	7.353	15.2649
O	1.8397	5.45	8.8308
O	9.1582	5.2613	12.9347
O	5.6019	13.1596	16.8244
O	12.5346	-5.3108	15.7219
O	6.2501	-1.1661	11.3382
O	11.08	0.9733	11.5949
O	-0.7248	1.3261	14.0573
O	6.5385	9.3152	13.8315
O	13.9813	9.7721	14.9827
O	8.1054	12.0305	18.5002
O	10.4112	7.6484	13.4092
O	2.1004	7.7891	16.3096
O	1.9421	8.3077	20.0129
O	-2.3001	5.7262	19.4785
O	14.5769	4.7127	11.9293
O	-0.8511	0.7606	16.7372
O	8.8178	9.0201	15.1408
O	10.679	7.6635	15.9901
O	3.2126	14.4593	16.2773
O	4.2664	9.2708	19.9946
O	6.5086	5.0127	12.7133
O	4.9317	4.3275	18.2557
O	0.76	9.7866	18.2494
O	2.9717	11.1658	19.0768
O	0.2013	4.653	19.9507
O	1.0208	6.6418	18.3555
O	6.5053	-3.2116	16.1952
O	9.5441	3.0668	18.4467
O	4.0453	-1.4907	17.3336
O	10.3033	7.5724	19.7787
O	11.3594	9.9293	14.3974
O	3.9436	6.8313	18.7323

Results
free energy: -42084.771 eV
free energy less fixed offsets of O -463.61, Si -117.95 eV per atom: 56.209 eV
pressure: -4.59 GPa
stress xx, yy, zz, yz, xz, xy (GPa, positive in tension): 4.29, 5.19, 4.29, -0.02, -0.76, -0.94

Forces (eV/angstrom), in the order of the atoms: element, x, y, z
Si	-0.4084	0.4434	2.1819
Si	0.984	-0.5858	2.3572
Si	-1.1963	-0.1536	2.273
Si	1.8388	-2.5886	2.3956
Si	2.0035	0.9322	0.1136
Si	-1.2837	1.2769	-5.4785
Si	0.5363	-4.2955	0.1924
Si	0.9652	0.2818	-0.0027
Si	0.7108	1.1891	-0.5441
Si	0.3393	-1.2908	-0.2715
Si	0.9973	-1.2739	-0.9982
Si	-0.3464	-1.0654	1.8116
Si	-1.2507	-0.7419	1.568
Si	2.9433	1.0983	0.902
Si	-0.5117	0.4675	0.5397
Si	-1.891	-1.6406	-0.002
Si	1.5517	1.0691	-1.0068
Si	1.6138	1.4545	-0.0325
Si	-1.5348	1.4778	1.9487
Si	0.8197	0.1234	-1.8197
Si	-0.9524	0.9178	0.5393
Si	0.2407	0.8975	-1.0354
Si	-1.0932	-0.8164	-0.4219
Si	-1.3781	-0.7257	0.1794
Si	-2.184	-0.7223	0.1858
Si	0.2957	-0.972	-0.1169
Si	-0.4255	-1.4931	0.1189
Si	-0.2168	0.394	0.5556
Si	1.1258	1.1569	-0.7247
Si	-0.643	-0.3512	1.6823
Si	-1.9011	-0.6019	-0.0472
Si	1.3427	0.4439	-1.2373
Si	0.8267	0.6365	0.3796
Si	0.1052	-0.56	-1.2638
Si	1.1684	-0.3896	0.5154
Si	0.2328	0.1176	0.5291
Si	0.4679	0.2765	1.2281
Si	2.087	1.0999	0.3818
Si	-0.9651	-0.4867	-0.9929
Si	-0.3278	0.0545	0.808
Si	-1.037	-0.9632	-0.6733
Si	1.6032	1.2043	1.8128
Si	-0.2929	-0.6849	1.065
Si	1.0328	-0.3226	-2.1502
Si	-0.2582	-1.3942	-0.2024
Si	-0.282	-0.0578	0.2735
Si	2.4131	-1.8184	-1.9339
Si	0.5032	-0.5169	1.1813
Si	-1.053	0.9511	-0.6271
Si	-0.3313	1.3714	2.3528
Si	-0.7212	2.1485	-1.0173
Si	-1.0126	0.464	-0.1932
Si	-0.254	0.2565	-0.4734
Si	0.703	1.0505	-0.4164
Si	-2.3471	1.774	0.7542
Si	-0.179	-1.9925	-0.0406
Si	2.2249	0.2053	1.7587
Si	-0.4524	2.1272	1.243
Si	-1.4751	-1.6154	-2.1256
Si	0.9094	0.2075	1.6803
Si	-1.183	1.561	0.1611
Si	2.0964	-0.2009	1.5363
Si	-0.1158	1.4048	-1.3294
Si	0.7483	-0.2958	-0.3705
Si	0.7679	-2.3644	-2.2606
Si	-1.8123	1.7121	2.5584
Si	-0.9532	1.6832	-4.3872
Si	0.9673	-2.3025	3.5541
Si	2.4231	-4.0953	0.596
Si	-1.7521	-1.24	0.4953
Si	-0.847	0.4766	-0.1473
Si	1.2527	-2.9621	-4.3824
Si	-1.764	0.2236	-0.2367
Si	-5.225	-0.3956	-4.3209
Si	5.5065	4.6297	-3.1645
Si	-2.9163	-0.2439	-0.8255
Si	3.289	-0.0957	-1.1412
Si	4.2825	0.8689	-1.8946
Si	1.3071	2.5876	-2.9558
Si	-3.169	-3.4988	-0.4767
Si	10.4252	-2.1543	-3.0778
Si	-3.3837	-0.2984	-4.2933
Si	-4.0903	3.8246	-2.2625
Si	2.1704	0.7557	-4.1426
Si	-1.9295	-2.2416	-2.3384
Si	-2.6975	0.4142	-2.5754
Si	5.6084	0.0747	-1.9375
Si	5.2744	-1.3848	3.1566
Si	4.7686	-0.3477	0.1898
Si	1.5465	1.5694	3.745
O	0.0616	-0.3491	0.5082
O	-0.1208	-1.4798	-0.9974
O	0.4656	0.8148	1.2996
O	-1.7477	1.7637	-2.7897
O	-2.2416	1.6141	-2.8745
O	3.1052	-1.8115	-2.0682
O	-0.0257	0.3041	0.5425
O	-1.1011	2.296	-2.0485
O	-0.3753	1.8155	-0.8375
O	-1.8829	0.8724	-0.006
O	0.6852	2.1503	2.4796
O	1.0431	-0.4431	2.1162
O	-5.9863	-1.742	2.4675
O	-1.5916	1.6576	-1.7719
O	0.673	-1.6264	0.1276
O	-1.1288	0.9262	-0.9277
O	0.4611	1.0137	0.54
O	1.0275	2.3299	-0.2708
O	0.514	-0.2612	-0.1297
O	3.101	-0.598	-1.8359
O	1.7501	-1.9644	1.2354
O	-2.6584	2.7845	0.8742
O	-0.4347	4.5095	-3.7612
O	-2.4847	2.009	-2.3022
O	0.0542	-1.4629	-1.7911
O	-1.3522	0.6563	0.4042
O	0.5267	-1.0928	-0.7257
O	-0.637	-1.5433	-1.1686
O	-2.0485	-1.7614	2.4815
O	-1.9773	-2.3487	-0.6636
O	-0.6307	-0.2589	0.3438
O	1.1118	1.4306	1.0827
O	-0.0658	3.4571	2.7411
O	0.2048	-0.8296	0.1204
O	0.8813	4.4116	-0.8961
O	-1.6246	-0.2228	0.865
O	-0.6457	-2.6183	0.6855
O	1.3249	1.8271	-0.4151
O	1.6734	-1.0214	1.6631
O	0.0544	-5.127	-0.6626
O	2.5539	-2.2782	3.1978
O	-2.768	-1.4955	1.1348
O	-2.0191	0.4316	-0.7114
O	1.5536	0.1097	3.3113
O	1.0676	-1.7678	1.122
O	-4.7657	-1.3425	0.0901
O	0.4181	0.071	0.999
O	1.6434	1.8048	1.1515
O	1.0019	0.3442	1.7094
O	1.1981	-2.6504	-0.7712
O	0.2484	-0.4874	0.4499
O	-1.2791	2.5703	2.2498
O	-7.3753	2.5501	1.4743
O	1.1473	-2.5585	2.3776
O	3.2558	-0.3438	2.0297
O	-0.8192	-4.0498	1.5508
O	-1.819	-1.4589	-2.5837
O	-1.7922	2.6842	4.9183
O	0.3829	-3.0628	2.9781
O	-0.1411	0.4774	-1.0358
O	-2.4921	0.045	-2.6808
O	0.3692	0.9699	-1.3418
O	4.2587	6.7503	3.4824
O	0.3807	1.5505	0.2298
O	-0.5252	-0.9784	-0.4043
O	-0.4561	2.3932	0.4476
O	-5.3898	-5.6772	0.0817
O	-0.7732	0.1915	3.775

The program warned: the forces do not sum to zero within the program's tolerance.
